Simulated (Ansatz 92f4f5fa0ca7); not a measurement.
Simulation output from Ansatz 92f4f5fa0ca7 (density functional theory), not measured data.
Periodic cell of 130 atoms, Si86O44, from a study of silicon, its oxide and their interface. The atomic structure is a simulated model.

Settings
functional: r2SCAN
potential files: Ansatz norm-conserving
basis: plane waves
wave-function cutoff: 1300 eV
density cutoff ratio: 4
exchange-correlation grid ratio: 1
k mesh: 2 x 2 x 1, shifted by 0.5 0.5 0.5 of a step
self-consistency stop: 5e-08 eV per atom in the density residual
occupations: Fermi-Dirac, 0.05 eV
spin: none
net charge: 0

Cell vectors (angstrom)
a  10.88  0  0
b  0  10.88  0
c  0  0  18.8459

Atoms and the computed forces on them: element, x, y, z (angstrom), force x, y, z (eV/angstrom)
Si  -0.5686  1.2071  -0.2947  0.3362  -0.7113  -0.3026
Si  2.6201  2.8268  0.3359  0.1479  -0.0778  -0.6152
Si  0.1687  4.6868  -0.3213  0.5386  0.3262  -0.6427
Si  2.9978  8.1559  0.0625  0.4108  0.0582  -0.1768
Si  4.9833  0.6507  0.0159  -0.2439  0.1364  -0.1955
Si  8.3326  2.5181  0.0919  -0.661  0.3446  -0.4777
Si  5.1527  5.8737  -0.2267  -0.1539  0.0821  -0.1046
Si  7.8209  8.2966  -0.3329  0.0715  -0.0952  -0.534
Si  1.1809  1.4669  1.444  -0.2469  -0.2321  -0.198
Si  4.1001  4.2866  1.3197  0.1252  0.1314  -0.354
Si  1.434  6.9474  1.2719  -0.2197  -0.1671  -0.4632
Si  4.1681  9.6818  1.3504  -0.039  0.0922  -0.2641
Si  6.7307  1.455  1.3888  -0.032  -0.0425  -0.0022
Si  9.5252  4.0483  1.3579  0.1937  0.1255  0.2254
Si  6.7754  6.8223  1.1872  -0.034  0.0516  0.0327
Si  9.2431  9.5668  1.1199  0.3216  0.0641  -0.4213
Si  -0.0631  2.7804  2.8537  -0.1344  -0.1195  0.1654
Si  2.6153  -0.0013  2.692  0.0623  -0.0635  -0.0516
Si  -0.0942  8.2457  2.5101  -0.0346  -0.0607  0.004
Si  2.6962  5.5371  2.7049  -0.0349  -0.0092  -0.0129
Si  5.4304  2.8645  2.7075  -0.0741  0.1146  0.0174
Si  8.0847  0.0067  2.6752  -0.0149  0.2033  0.0661
Si  5.5181  8.234  2.6638  0.0348  0.1082  -0.0273
Si  8.1655  5.5019  2.6113  -0.0174  -0.0007  -0.0685
Si  1.4107  4.1047  4.0887  0.0305  0.156  -0.1001
Si  4.059  1.3962  4.0244  -0.089  -0.0428  -0.188
Si  1.2911  9.4616  4.034  0.1022  0.1049  -0.0777
Si  4.1189  6.8521  4.0421  -0.099  -0.0259  -0.1019
Si  6.8578  4.1229  4.0616  -0.0697  -0.0992  -0.0251
Si  9.4692  1.3152  4.1072  0.0011  0.0947  -0.1947
Si  6.8389  9.5306  4.0959  -0.0305  -0.2131  -0.0382
Si  9.5522  6.8429  3.9766  -0.0113  0.0941  -0.0408
Si  -0.0215  -0.0514  5.4322  0.0219  -0.0567  -0.0168
Si  2.7371  2.7147  5.4365  -0.0155  -0.003  0.0306
Si  0.0248  5.4419  5.3815  0.0165  -0.0397  0.0049
Si  2.7162  8.1384  5.4192  0.0323  -0.017  -0.0463
Si  5.4543  0.0176  5.4043  0.0027  0.0263  -0.0179
Si  8.134  2.6726  5.4599  0.0102  0.0135  0.0083
Si  5.4562  5.4262  5.4089  0.0366  0.0776  -0.0495
Si  8.2197  8.1602  5.4089  0.0131  -0.033  -0.088
Si  1.3661  1.316  6.7495  0.0549  0.0922  0.0868
Si  4.1798  3.9764  6.8037  -0.0975  -0.0037  -0.0209
Si  1.4131  6.7053  6.7903  0.1005  -0.0036  -0.0512
Si  4.1363  9.4924  6.74  -0.0785  -0.147  0.0757
Si  6.8289  1.2773  6.8805  -0.0147  0.0542  0.0698
Si  9.5994  3.9914  6.7257  0.001  0.0349  0.062
Si  6.8893  6.7408  6.7073  -0.0333  0.1402  0.067
Si  9.5332  9.4886  6.8412  0.0681  -0.074  0.0794
Si  -0.0122  2.5948  8.1801  0.0496  0.1076  0.1979
Si  2.7954  -0.0001  8.0709  -0.0953  0.0956  -0.0437
Si  0.0277  8.0571  8.1016  -0.087  -0.0085  -0.1422
Si  2.8097  5.2987  8.1423  -0.0331  0.034  0.1772
Si  5.4912  2.6142  8.2799  -0.198  -0.0127  0.1256
Si  8.2029  -0.0774  8.3186  0.056  0.0179  0.1135
Si  5.583  8.1185  8.0662  -0.0896  -0.0917  -0.0284
Si  8.2314  5.3336  8.037  0.079  -0.043  -0.1394
Si  1.4928  3.8436  9.515  -0.1652  0.3152  -0.2782
Si  4.1207  1.1664  9.6594  0.1481  -0.0175  -0.1517
Si  1.5114  9.3784  9.2721  -0.2292  0.1976  0.4284
Si  4.3566  6.609  9.3674  -0.0033  -0.0729  0.369
Si  6.9893  3.9764  9.483  -0.0082  0.0386  0.2572
Si  9.498  1.3251  9.7644  0.1067  0.0387  0.2298
Si  6.8753  9.3569  9.6365  -0.0196  -0.0703  0.0821
Si  9.5557  6.6528  9.4184  0.081  -0.0228  0.0959
Si  0.0936  0.3484  11.3481  0.3161  -0.6028  -0.104
Si  2.5867  2.3279  10.9695  -0.8226  -0.5911  0.2905
Si  -0.1403  5.0704  10.667  -0.1892  -0.0798  0.958
Si  3.1229  8.2302  10.4023  0.0785  -0.3669  0.6968
Si  5.2384  -0.4993  10.9969  -0.2836  -0.5092  0.885
Si  8.4038  2.9875  11.1279  0.1669  0.4262  0.7343
Si  5.9044  5.4735  10.8295  0.0386  0.2662  0.1499
Si  8.0465  7.6959  10.8846  0.0386  -0.2258  0.7517
Si  2.2974  0.3668  15.165  0.4286  0.8607  -0.2218
Si  6.4837  10.1564  16.6469  0.0854  -0.0594  0.0559
Si  8.3885  3.3638  14.2824  0.2306  0.0901  -0.1546
Si  5.0575  10.8273  14.0714  0.1142  -0.0126  0.1133
Si  3.8422  3.8008  12.3682  0.2587  0.9314  0.1026
Si  1.1543  18.2277  14.6603  -0.0436  -0.3634  0.0748
Si  4.2868  2.5337  15.1583  0.1425  -0.1051  0.2592
Si  10.8371  2.0322  15.4567  -0.2037  0.2724  -0.2249
Si  9.8442  9.0714  13.2232  -0.0881  -0.3356  -0.1394
Si  1.9383  6.1962  12.3193  -0.2239  0.4346  0.2768
Si  1.5307  9.5332  16.4921  -0.1885  -0.8636  0.3476
Si  6.4261  3.9112  16.6495  -0.0177  0.002  -0.0169
Si  10.4999  4.8407  15.5801  -0.0485  0.1877  -0.2863
Si  9.2033  9.2741  16.1751  -0.1208  -0.0958  0.0446
O  -0.86  -0.4065  -0.0508  -0.1622  0.2783  0.2953
O  -0.1068  -1.2817  -2.4481  0.1639  -0.0697  -0.1075
O  1.5152  3.7229  -0.6056  -0.0479  -0.0304  0.5921
O  3.7061  1.6682  -0.2553  -0.0442  0.1274  0.1636
O  -1.2192  4.0139  -7.5506  0.098  0.0692  -0.5294
O  -0.7665  4.6977  -1.6821  0.1576  -0.099  0.2323
O  0.7154  6.2137  -0.0626  -0.1118  -0.4281  0.5204
O  3.9999  7.0006  -0.6793  -0.0579  0.2002  0.4805
O  5.6018  0.4484  -1.5084  0.0322  -0.2223  0.1604
O  7.4232  3.1618  -1.163  0.2658  -0.1439  0.2538
O  8.8087  8.0135  -1.6777  -0.386  0.4066  0.4048
O  6.0212  5.375  -1.5614  -0.1013  -0.1122  0.3446
O  11.0595  6.3371  -3.3933  0.1513  0.0232  -0.13
O  6.4599  8.9498  -1.0768  0.3107  -0.1341  0.081
O  23.8825  9.2264  -0.8698  0.1137  -0.0995  -0.1455
O  -0.6706  -0.316  12.6582  0.0946  0.1839  -0.2123
O  2.0238  -2.68  15.6942  -0.3025  0.3345  -0.0571
O  0.7102  -0.9759  10.6289  0.1758  0.2942  -0.3102
O  1.3298  1.3988  11.6826  0.4944  0.2673  -0.355
O  -3.9448  6.6022  11.5393  0.0034  -0.0533  -0.8813
O  0.4079  5.7238  12.0865  0.3786  -0.1367  -0.4383
O  5.6906  10.6459  12.5879  -0.2103  0.0999  -0.6208
O  4.0773  9.241  11.2837  0.0997  0.2182  -0.6756
O  7.0964  3.7799  15.1731  -0.1312  -0.0455  0.2246
O  4.9493  3.2785  16.4228  -0.0031  -0.1197  -0.1036
O  7.9505  2.9419  12.7663  0.1125  -0.1245  -0.8926
O  9.2964  2.1312  14.8918  0.1583  0.078  0.0906
O  5.3409  4.3868  11.9557  -0.4843  -0.1166  0.0159
O  13.8608  5.0954  11.845  0.1734  -0.4001  0.2408
O  8.9586  8.2936  12.1095  -0.1889  0.0504  -0.1442
O  0.3375  8.2838  13.6119  -0.0298  0.0766  0.1318
O  -2.7836  -0.4205  16.5078  -0.0955  -0.0396  0.0295
O  5.802  9.8646  15.1845  -0.0342  0.2851  0.0799
O  11.4706  25.306  15.309  -0.2167  -0.2355  0.1436
O  -9.9966  11.8851  14.5947  0.2082  -0.1368  0.1225
O  10.7996  1.4749  16.9925  0.012  0.0389  0.3264
O  8.9553  9.0458  14.5854  0.3324  0.085  0.0631
O  13.9216  12.575  15.7742  0.0291  -0.1658  -0.2308
O  5.3548  1.4938  14.4906  -0.3209  -0.0954  0.0283
O  2.1323  7.5554  11.5025  0.1295  -0.2199  0.0536
O  3.8117  3.5505  13.9761  0.024  -0.0751  -0.1661
O  2.2266  6.4307  13.887  -0.2651  0.08  -0.4629
O  3.4154  -0.2553  14.0954  -0.1304  0.2006  0.2254
O  9.31  4.7077  14.472  0.0936  -0.2474  0.2445

Results
free energy: -30561.313 eV
free energy less fixed offsets of O -463.61, Si -117.95 eV per atom: -18.773 eV
pressure: -1.27 GPa
stress xx, yy, zz, yz, xz, xy (GPa, positive in tension): 1.8, -0.42, 2.43, -2.19, 1.2, -0.75
